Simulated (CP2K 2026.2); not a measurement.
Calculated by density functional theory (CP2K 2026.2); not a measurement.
Periodic cell of 504 atoms, Si360O144, from a study of silicon, its oxide and their interface. The atomic structure is a simulated model.
Doubt: the forces sum to 1.63 eV/angstrom along one axis rather than to zero, so they err by at least 0.0032 eV/angstrom per atom on average; the grid cutoff is modest.

Settings: functional PBE; method Gaussian and plane waves; basis set DZVP-MOLOPT-SR-GTH; pseudopotentials GTH-PBE; grid cutoff 300 Ry, relative cutoff 40 Ry; k points Gamma only; occupations fixed; spin none; net charge 0.

Cell vectors (angstrom)
a	16.32	0	0
b	0	16.32	0
c	-0.1054	-1.8718	33.4157

Atoms and the computed forces on them: element, x, y, z (angstrom), force x, y, z (eV/angstrom)
Si	1.419	-1.744	0.2	0.072	0.168	0.666
Si	4.308	1.063	0.155	-0.188	0.071	0.77
Si	1.017	4.475	0.233	0.215	-0.097	0.769
Si	3.79	7.084	0.197	0.097	-0.113	0.816
Si	1.51	-7.133	0.296	0.01	0.189	0.671
Si	3.695	-3.87	0.063	0.104	-0.036	0.651
Si	6.548	-1.105	0.007	0.16	-0.16	0.733
Si	9.111	1.855	0.058	0.087	-0.116	0.788
Si	6.713	3.904	-0.02	-0.147	0.22	0.698
Si	9.196	6.837	0.009	0.233	-0.095	0.629
Si	7.022	9.164	-0.168	-0.219	0.372	0.704
Si	-6.36	-4.473	-0.133	-0.44	0.404	0.707
Si	-3.705	-1.392	-0.14	-0.233	0.072	0.615
Si	-1.393	1.674	0.08	0.041	-0.189	0.719
Si	-3.628	3.894	-0.079	-0.237	0.109	0.667
Si	-1.059	6.661	0.583	-0.035	-0.154	0.674
Si	-4.153	-6.822	0.054	0.339	-0.244	0.707
Si	-1.516	-3.688	0.032	-0.024	-0.3	0.648
Si	2.662	-0.083	1.354	-0.038	-0.022	-0.06
Si	5.376	2.677	1.448	-0.005	0.013	-0.057
Si	2.7	5.483	1.501	-0.007	0.022	-0.083
Si	5.447	8.224	1.353	0.01	0.033	-0.059
Si	2.64	-5.432	1.453	-0.011	-0.013	-0.067
Si	5.383	-2.724	1.27	0.02	-0.012	-0.049
Si	8.13	0.083	1.294	-0.019	-0.006	-0.043
Si	-5.426	2.877	1.213	0.076	-0.014	-0.003
Si	7.975	5.405	1.352	-0.021	-0.047	-0.026
Si	-5.435	7.967	1.279	-0.085	0.015	0.007
Si	8.164	-5.468	1.094	0.034	-0.044	-0.073
Si	-5.372	-2.653	1.072	0.027	-0.029	-0.041
Si	-2.622	0.074	1.324	0.021	0.045	-0.045
Si	0.009	2.815	1.525	0.006	0.007	-0.069
Si	-2.692	5.349	1.531	-0.016	-0.062	-0.045
Si	0.15	8.125	1.831	0.015	0.025	0.009
Si	-2.598	-5.473	1.22	0.035	0.019	-0.031
Si	-0.057	-2.785	1.619	-0.004	0.022	0
Si	1.389	1.355	2.735	-0.012	-0.012	-0.004
Si	4.046	4.062	2.779	-0.004	0.021	0.01
Si	1.488	6.746	3.056	0.032	-0.044	0.071
Si	4.119	9.584	2.748	-0.028	-0.029	0.042
Si	1.302	-4.164	2.891	0.016	-0.016	0.032
Si	4.057	-1.4	2.733	0.003	-0.007	0.021
Si	6.802	1.359	2.768	0.005	-0.018	0.042
Si	9.513	4.147	2.669	-0.026	-0.008	0.009
Si	6.727	6.812	2.738	-0.021	0.012	0.026
Si	9.511	-6.849	2.557	-0.008	0.014	0.068
Si	6.824	-4.104	2.541	0	-0.012	0.002
Si	-6.767	-1.355	2.528	0.016	0.005	-0.009
Si	-4.112	1.408	2.611	0.014	0.017	0.006
Si	-1.359	4.055	2.935	0.036	0.034	0.048
Si	-4.11	6.738	2.762	0.019	0.011	-0.008
Si	-1.355	-6.735	2.804	-0.035	0.022	0.037
Si	-4.038	-4.057	2.544	0.009	0.015	0.054
Si	-1.36	-1.27	2.803	-0.016	0.007	0.024
Si	0.022	0.045	4.139	-0.012	-0.009	0.001
Si	2.716	2.695	4.136	-0.019	0.021	-0.007
Si	0.009	5.415	4.272	-0.013	-0.003	-0.007
Si	2.844	8.208	4.222	0.009	0	-0.024
Si	-0.041	-5.463	4.247	0.023	-0.026	0.021
Si	2.716	-2.743	4.125	-0.008	0.033	-0.015
Si	5.43	-0.028	4.087	-0.033	0.039	-0.026
Si	8.197	2.736	4.059	0.013	-0.016	-0.023
Si	5.42	5.435	4.116	0.009	0.017	-0.007
Si	8.161	-8.147	4.024	0.017	0.022	-0.026
Si	5.503	-5.39	4.051	-0.013	0.017	-0.011
Si	8.185	-2.724	3.915	-0.022	0.021	-0.001
Si	-5.446	-0.002	3.969	0.01	0.01	-0.024
Si	-2.781	2.669	4.136	-0.019	0.007	-0.038
Si	-5.487	5.443	4.122	-0.021	-0.006	-0.006
Si	-2.75	8.17	4.076	0.023	-0.017	-0.014
Si	-5.436	-5.438	3.922	0.01	-0.004	-0.064
Si	-2.753	-2.708	4.037	0.021	-0.065	-0.017
Si	1.334	-1.386	16.355	-0.016	0.031	0.014
Si	4.073	1.331	16.306	0.002	-0.002	0.003
Si	1.376	4.088	16.258	0.012	0.008	-0.007
Si	4.082	6.823	16.308	0.003	0.006	0.002
Si	1.374	-6.748	16.339	-0.008	0.023	-0.005
Si	4.096	-4.054	16.401	-0.017	-0.022	0.029
Si	6.794	-1.385	16.363	0.001	-0.012	-0.002
Si	-6.83	1.32	16.308	-0.012	-0.007	0.015
Si	6.802	4.078	16.295	-0.005	-0.003	0.009
Si	-6.796	6.792	16.292	0.019	-0.009	0.005
Si	6.785	-6.786	16.331	0.019	-0.02	-0.005
Si	-6.823	-4.079	16.334	-0.021	0.011	-0.001
Si	-4.091	-1.368	16.271	0.003	-0.005	-0.01
Si	-1.348	1.344	16.264	-0.008	0.006	-0.009
Si	-4.07	4.111	16.26	0.014	0.003	-0.005
Si	-1.355	6.824	16.289	0.012	-0.007	0.01
Si	-4.067	9.559	16.328	0	-0.005	0.005
Si	-1.35	-4.097	16.344	0.002	0.006	0.004
Si	2.687	0.004	17.68	0.018	0	0.011
Si	5.477	2.668	17.634	-0.01	0.006	0.005
Si	2.743	5.421	17.626	-0.02	-0.02	0.017
Si	5.399	8.208	17.696	-0.021	-0.01	-0.003
Si	2.748	-5.43	17.763	0.007	-0.025	-0.008
Si	5.464	-2.707	17.798	0.032	0.031	0.051
Si	8.131	-0.025	17.732	0.004	0.02	-0.006
Si	-5.414	2.701	17.554	0.004	-0.004	-0.001
Si	8.152	5.446	17.651	0.006	0.002	0.044
Si	-5.42	8.153	17.628	-0.019	0.013	-0.019
Si	8.138	-5.443	17.704	-0.003	0.013	0.025
Si	-5.463	-2.684	17.649	0.02	-0.001	-0.007
Si	-2.683	-0.053	17.601	0.001	0.019	0.018
Si	-0.005	2.743	17.587	0.006	-0.031	-0.003
Si	-2.719	5.47	17.645	-0.002	0.006	0.014
Si	-0.044	-8.084	17.64	-0.023	-0.003	0.027
Si	-2.724	-5.409	17.736	0.019	-0.016	0.032
Si	-0.013	-2.761	17.746	-0.019	-0.001	0.02
Si	1.281	1.381	18.982	0.004	-0.003	-0.013
Si	4.1	3.993	18.956	-0.016	0.024	-0.037
Si	1.387	6.88	18.874	0.012	0.008	-0.049
Si	4.122	-6.752	19.177	0.047	0.011	0.014
Si	1.368	-4.106	19.13	-0.019	0.029	0.018
Si	4.057	-1.282	19.097	0.006	0.01	-0.017
Si	6.762	1.335	19.103	-0.009	0.005	0.022
Si	-6.773	4.018	18.91	0.003	-0.049	-0.061
Si	6.749	6.819	18.993	0.033	-0.029	-0.024
Si	-6.792	9.474	18.98	-0.01	-0.038	-0.026
Si	6.839	-4.114	19.174	-0.032	-0.004	-0.031
Si	9.538	-1.359	19.071	-0.003	0.012	0.017
Si	-4.004	1.369	18.874	-0.012	0.034	-0.001
Si	-1.337	4.095	18.95	0.001	-0.001	-0.005
Si	-4.051	6.853	19.018	0.017	0.011	-0.006
Si	-1.413	-6.815	19.128	-0.007	-0.022	-0.037
Si	-4.113	-3.988	19.034	0.019	-0.007	-0.021
Si	-1.44	-1.42	19.072	-0.016	-0.038	-0.016
Si	-0.069	-0.009	20.328	-0.009	0.024	0.028
Si	2.659	2.726	20.325	0.012	-0.007	0.031
Si	-0.01	5.573	20.174	-0.029	0.024	0.008
Si	2.716	8.119	20.372	-0.018	0	0.064
Si	-0.003	-5.473	20.489	-0.005	-0.028	0.056
Si	2.734	-2.7	20.447	0.01	0.001	0.048
Si	5.322	0.127	20.565	-0.065	-0.003	0.027
Si	8.247	2.661	20.343	0.044	-0.03	0.068
Si	5.458	5.339	20.296	-0.006	0.001	0.038
Si	8.125	8.171	20.347	-0.027	0.042	0.055
Si	5.47	-5.428	20.674	0.001	0.03	0.068
Si	8.271	-2.742	20.5	0.012	-0.027	0.031
Si	-5.358	0.083	20.264	0.067	-0.029	0.049
Si	-2.649	2.682	20.277	0.02	-0.046	0.032
Si	-5.398	5.394	20.204	0.05	-0.026	0.047
Si	-2.813	-8.171	20.573	0.001	0.065	0.075
Si	-5.431	-5.453	20.273	-0.013	0.005	0.009
Si	-2.866	-2.66	20.554	-0.007	0.059	0.005
Si	1.476	-1.138	21.648	-0.084	-0.202	-0.775
Si	3.553	1.243	21.923	0.4	0.194	-0.64
Si	1.539	4.439	21.429	0.049	-0.124	-0.743
Si	3.875	6.456	21.571	0.038	0.127	-0.69
Si	1.1	-7.169	21.741	0.131	0.207	-0.78
Si	4.332	-3.679	21.891	-0.175	-0.377	-0.785
Si	6.608	-1.53	21.608	-0.021	0.118	-0.807
Si	-6.358	1.667	21.635	-0.323	-0.19	-0.802
Si	7.082	4.215	21.578	-0.146	-0.102	-0.636
Si	-7.033	6.472	21.417	0.041	0.094	-0.728
Si	7.197	-6.577	21.88	-0.262	-0.136	-0.763
Si	9.506	-4.372	21.793	0.061	0.299	-0.607
Si	-3.992	-0.924	21.869	-0.087	-0.317	-0.664
Si	-1.587	1.12	21.705	0.097	0.149	-0.722
Si	-4.173	3.9	21.516	0.124	0.176	-0.764
Si	-1.138	6.944	21.709	-0.282	-0.119	-0.785
Si	-3.966	-6.452	21.802	-0.112	-0.411	-0.669
Si	-1.651	-4.301	21.7	0.151	0.136	-0.802
Si	2.45	2.198	-6.32	-0.002	-0.054	-0.055
Si	7.103	-8.121	24.656	0.097	0.122	-0.176
Si	8.045	-1.385	-2.68	-0.081	-0.086	0.013
Si	-3.017	7.831	-6.752	0.032	-0.068	-0.01
Si	4.101	-4.984	-2.809	-0.104	-0.044	0.01
Si	7.503	-0.328	24.332	0.123	0.139	0.028
Si	-5.898	-0.093	24.13	0.102	0.029	-0.242
Si	2.688	2.095	24.809	0.066	0.049	-0.261
Si	-6.749	6.693	24.199	-0.068	0.017	-0.053
Si	8.119	-2.091	-5.465	0.017	0.152	0.162
Si	-0.1	2.986	23.721	-0.033	-0.049	0.05
Si	7.642	2.503	-4.836	-0.082	-0.076	0.024
Si	-2.369	8.115	-1.813	-0.146	-0.017	-0.014
Si	6.433	-6.626	-3.273	-0.061	-0.163	0.186
Si	2.291	-7.058	24.647	0.055	-0.004	-0.146
Si	-4.147	-0.093	-3.066	0.087	0.024	0.131
Si	2.494	-7.379	-4.062	0.118	0.084	-0.07
Si	1.992	3.886	-2.689	0.002	0.256	0.038
Si	6.93	2.795	24.308	-0.089	0.056	-0.1
Si	-1.355	0.731	-4.281	0.049	0.066	-0.042
Si	2.15	-0.965	-6.218	-0.033	0.035	-0.135
Si	3.039	1.216	-2.513	0.027	0.001	0.072
Si	-2.986	-4.243	-4.199	-0.039	0.006	0.016
Si	-2.563	4.913	-5.53	-0.027	0.08	0.003
Si	0.068	-2.876	23.853	0.084	0.011	-0.053
Si	4.956	7.167	-4.488	-0.087	0.084	0.025
Si	-4.796	3.672	-7.118	-0.13	-0.005	0.07
Si	-5.901	-2.051	-3.986	-0.02	0.108	-0.005
Si	0.352	-0.022	-1.93	-0.117	0.165	0.109
Si	-7.078	4.73	-5.478	0.167	0.098	-0.114
Si	-6.528	6.369	-2.939	0.02	-0.061	0.086
Si	-6.92	1.212	-2.88	-0.04	-0.102	-0.032
Si	-6.655	3.875	25.309	-0.102	-0.012	0.135
Si	4.441	7.006	24.481	0.042	-0.045	-0.078
Si	1.267	-5.446	-6.074	0.101	-0.105	0.005
Si	-7.063	-7.148	-4.043	0.003	-0.039	-0.092
Si	-0.805	-0.994	-6.819	-0.051	0.034	0.067
Si	6.744	0.283	-6.59	0.015	0.099	0.114
Si	-1.766	-5.919	-6.121	-0.062	0.002	-0.142
Si	-2.943	-3.375	-7.024	-0.069	-0.074	-0.035
Si	-5.688	-6.842	-6.551	0.01	0.006	0.014
Si	2.218	-3.073	-4.272	-0.116	-0.097	0.024
Si	2.741	-4.2	24.629	-0.039	0.095	-0.063
Si	0.18	-6.821	-2.514	-0.007	-0.084	0.135
Si	-7.159	-4.499	-7.086	0.161	0.001	-0.012
Si	4.805	5.3	-2.177	-0.01	-0.099	0.188
Si	4.646	4.219	25.922	-0.025	0.009	-0.038
Si	-5.619	-4.703	-3.038	-0.084	-0.016	0.173
Si	-5.314	-5.306	24.177	0.135	-0.031	-0.207
Si	0.046	3.552	-4.845	-0.054	-0.113	0.115
Si	-3.636	5.563	-2.81	0.02	-0.149	0.162
Si	-0.264	-3.906	-2.855	-0.032	0.01	0.11
Si	4.851	1.575	-4.764	0.076	0.017	-0.012
Si	-2.331	5.009	23.87	0.138	-0.041	-0.091
Si	1.366	-1.355	5.469	0.015	0.014	0
Si	4.096	1.34	5.466	-0.007	-0.006	0.001
Si	1.371	4.027	5.549	0.005	0	-0.001
Si	4.14	6.796	5.54	-0.013	0.01	0.014
Si	1.381	9.508	5.531	-0.003	-0.003	0.007
Si	4.118	-4.077	5.446	-0.005	-0.032	0.004
Si	6.833	-1.398	5.373	0.019	-0.031	-0.019
Si	9.535	1.341	5.391	0.016	0.001	-0.002
Si	6.821	4.08	5.433	0.012	0.005	-0.01
Si	-6.832	6.829	5.441	0.01	0.019	0.003
Si	6.827	-6.787	5.41	-0.012	-0.019	-0.003
Si	-6.792	-4.084	5.318	-0.007	0.005	-0.012
Si	-4.113	-1.355	5.389	0.011	0.024	-0.015
Si	-1.382	1.35	5.492	0.007	0.015	0.007
Si	-4.121	4.068	5.465	-0.001	-0.009	0.002
Si	-1.39	6.832	5.494	0.002	0.02	-0.002
Si	-4.121	-6.772	5.391	-0.002	0.019	-0.024
Si	-1.407	-4.032	5.478	-0.02	0.011	-0.001
Si	2.728	-0.006	6.828	-0.01	0.004	0.001
Si	5.46	2.718	6.8	0.002	-0.008	-0.001
Si	2.738	5.432	6.857	-0.015	0.005	-0.014
Si	5.5	-8.136	6.834	0.009	-0.024	0.009
Si	2.751	-5.422	6.829	0.002	-0.013	0.001
Si	5.478	-2.718	6.787	-0.01	0.022	0.006
Si	8.168	-0.018	6.749	-0.005	0.005	-0.001
Si	-5.46	2.692	6.805	0.015	-0.006	0.01
Si	-8.165	5.45	6.806	-0.003	0.013	-0.001
Si	-5.454	-8.134	6.781	-0.026	0.002	0.004
Si	-8.132	-5.42	6.748	0.001	-0.001	0.005
Si	-5.468	-2.726	6.737	0.004	-0.002	0.003
Si	-2.747	-0.032	6.802	0.018	-0.014	0
Si	-0.023	2.693	6.87	-0.002	0.013	-0.002
Si	-2.751	5.44	6.816	-0.002	0.01	-0.007
Si	-0.004	8.156	6.859	0.006	-0.016	0.004
Si	-2.761	-5.431	6.791	0.013	0.008	-0.008
Si	-0.011	-2.701	6.823	-0.012	-0.004	0.006
Si	1.361	1.339	8.197	-0.021	-0.005	0.006
Si	4.106	4.068	8.186	0.001	0.011	-0.003
Si	1.362	6.79	8.199	-0.031	-0.015	0.008
Si	4.104	-6.794	8.177	-0.011	-0.011	-0.002
Si	1.365	-4.067	8.166	0.009	0.013	-0.01
Si	4.105	-1.369	8.157	0.003	0.013	0.003
Si	6.817	1.341	8.136	0	0.001	-0.002
Si	-6.809	4.073	8.154	-0.006	-0.004	0.003
Si	6.824	6.806	8.19	0.013	0.018	0.015
Si	-6.804	-6.78	8.145	0.013	0.001	0.009
Si	6.825	-4.085	8.14	-0.002	-0.003	0.007
Si	-6.805	-1.372	8.127	-0.01	-0.006	0.008
Si	-4.088	1.346	8.162	-0.008	0.007	0.001
Si	-1.379	4.088	8.185	0.022	0.002	-0.003
Si	-4.105	6.817	8.154	0.017	0.001	-0.006
Si	-1.381	-6.777	8.163	0.017	-0.003	-0.002
Si	-4.113	-4.066	8.139	0	-0.011	0.006
Si	-1.377	-1.36	8.18	0.006	0.003	0.008
Si	-0.009	-0.011	9.543	0.008	0	0.005
Si	2.73	2.712	9.535	-0.009	0.003	-0.003
Si	-0.007	5.435	9.544	0	0.006	0.005
Si	2.731	-8.152	9.531	0.002	0.002	-0.005
Si	-0.003	-5.428	9.518	-0.007	-0.003	-0.002
Si	2.733	-2.717	9.521	-0.012	-0.004	-0.003
Si	5.454	-0.003	9.513	-0.002	0.005	0.002
Si	-8.163	2.71	9.51	0.004	0.008	-0.004
Si	5.451	5.445	9.538	0.001	0.006	0.001
Si	-8.145	-8.142	9.53	-0.001	-0.018	0.009
Si	5.463	-5.43	9.521	0.002	-0.005	0
Si	-8.156	-2.721	9.51	-0.002	0.004	0.007
Si	-5.452	-0.018	9.507	0.013	-0.004	-0.001
Si	-2.733	2.712	9.527	-0.001	-0.002	0
Si	-5.452	5.443	9.512	0.002	0.007	-0.002
Si	-2.733	-8.152	9.515	-0.004	-0.01	-0.005
Si	-5.45	-5.428	9.514	-0.017	0.009	0.002
Si	-2.738	-2.73	9.518	0.018	0.006	0.004
Si	1.367	-1.368	10.884	-0.012	0.007	0
Si	4.093	1.349	10.883	0.001	-0.006	-0.004
Si	1.366	4.075	10.889	-0.005	0.002	0.003
Si	4.088	-9.51	10.892	-0.015	-0.014	0.004
Si	1.362	-6.786	10.877	-0.002	-0.007	-0.006
Si	4.09	-4.08	10.879	0.003	-0.001	-0.006
Si	6.8	-1.367	10.876	-0.008	0.004	0
Si	-6.807	1.347	10.868	0.001	0.005	-0.006
Si	-9.514	4.071	10.882	0.002	-0.004	0.004
Si	-6.796	-9.515	10.883	0.003	0.01	0
Si	-9.513	-6.791	10.891	0.004	-0.008	0.003
Si	-6.806	-4.078	10.882	0.007	-0.008	0.005
Si	-4.091	-1.366	10.878	-0.01	0.003	0
Si	-1.368	1.357	10.89	0.015	0.015	0.005
Si	-4.089	4.086	10.873	0	0.005	-0.004
Si	-1.368	6.813	10.879	0.014	-0.003	0.003
Si	-4.086	-6.788	10.873	0.003	0.002	-0.002
Si	-1.365	-4.079	10.881	0.002	0.006	0.002
Si	2.734	-0.015	12.24	-0.005	0.012	0
Si	5.445	2.713	12.243	-0.001	0.014	0.001
Si	2.723	5.448	12.241	-0.003	0.007	0.005
Si	5.441	-8.144	12.254	0.007	-0.002	0.003
Si	2.725	-5.432	12.242	-0.006	0	-0.003
Si	5.439	-2.723	12.245	-0.013	-0.004	-0.001
Si	8.153	-0.007	12.236	0.004	-0.001	-0.004
Si	-5.448	2.716	12.219	-0.001	-0.003	-0.008
Si	-8.16	5.441	12.236	0	0.003	-0.002
Si	-5.445	-8.143	12.236	0.007	-0.014	-0.001
Si	-8.163	-5.43	12.254	-0.002	0.002	0.001
Si	-5.444	-2.726	12.241	-0.003	0.001	-0.005
Si	-2.729	-0.009	12.242	-0.002	-0.008	0.002
Si	0.006	2.712	12.24	0	0	0.007
Si	-2.726	5.45	12.232	0.003	-0.004	0.001
Si	-0.002	8.175	12.231	-0.005	-0.009	-0.001
Si	-2.721	-5.44	12.24	0	-0.005	0.003
Si	0.004	-2.723	12.24	0.019	0.011	-0.003
Si	1.373	1.345	13.588	0.015	-0.01	0
Si	4.09	4.087	13.592	-0.018	-0.006	0
Si	1.361	6.821	13.587	0.001	0.001	-0.005
Si	4.077	-6.782	13.619	-0.016	0.004	0.001
Si	1.374	-4.066	13.607	-0.024	-0.01	-0.006
Si	4.076	-1.379	13.617	0.011	0.004	-0.002
Si	6.791	1.342	13.605	0	-0.003	0
Si	-6.804	4.068	13.582	0.011	-0.001	-0.005
Si	6.807	-9.512	13.598	0.008	-0.015	-0.003
Si	-6.802	-6.791	13.609	0.002	-0.003	0.002
Si	6.789	-4.077	13.615	0.001	0.005	-0.008
Si	9.504	-1.376	13.592	0.01	0.006	-0.005
Si	-4.094	1.361	13.585	-0.022	0.023	0.007
Si	-1.355	4.086	13.579	0.008	0.001	0.002
Si	-4.08	6.824	13.586	-0.008	0.009	-0.004
Si	-1.349	9.534	13.602	0.013	-0.009	0.002
Si	-4.082	-4.084	13.599	0.001	-0.001	-0.002
Si	-1.362	-1.373	13.597	0.006	0.005	-0.002
Si	0.018	-0.024	14.942	0.005	0	-0.001
Si	2.739	2.708	14.934	-0.004	0.012	0.001
Si	0.001	5.459	14.93	0.002	-0.003	-0.004
Si	2.706	8.18	14.968	-0.031	-0.025	0.009
Si	0.015	-5.418	14.959	0.022	0	-0.002
Si	2.723	-2.728	15.004	0	0.005	0.003
Si	5.442	-0.032	14.973	-0.011	-0.001	-0.002
Si	8.157	2.707	14.946	0.014	0.006	0.006
Si	5.444	5.454	14.953	0.006	0.014	-0.005
Si	8.153	-8.147	14.967	-0.009	-0.007	-0.006
Si	5.424	-5.416	14.993	0.014	0.011	-0.006
Si	8.147	-2.721	14.973	-0.002	-0.008	-0.001
Si	-5.46	-0.01	14.931	-0.009	-0.007	-0.004
Si	-2.716	2.721	14.927	0.002	0.003	0.003
Si	-5.446	5.449	14.914	-0.006	-0.001	-0.001
Si	-2.725	8.186	14.952	0.011	0.001	0.005
Si	-5.447	-5.426	14.97	0.008	0	0.001
Si	-2.711	-2.744	14.962	-0.009	0.005	-0.004
O	2.534	-0.008	22.17	0.183	0.048	0.429
O	-6.544	0.994	23.104	-0.118	-0.108	0.337
O	-0.276	-5.561	-5.693	0.032	-0.017	0.56
O	-2.55	2.713	-0.472	0.096	0.149	-0.249
O	4.193	0.759	-3.531	-0.001	-0.817	0.121
O	7.888	-7.356	25.818	-0.045	0.265	0.146
O	3.706	1.802	-1.167	0.145	0.364	-0.17
O	-5.338	2.88	21.999	0.038	-0.128	0.362
O	-7.992	-5.438	22.213	0.044	0.141	0.069
O	-8.125	5.36	21.976	-0.08	0.268	0.602
O	-3.724	-7.399	-1.431	-0.281	0.122	-0.449
O	-6.529	-4.307	-1.75	-0.339	0.016	-0.394
O	0.915	-2.891	-3.308	-0.054	0.384	-0.17
O	8.104	0.214	-2.934	-0.471	0.363	-0.257
O	4.257	-4.7	-1.223	0.383	-0.403	0.11
O	-6.78	6.02	-1.376	-0.078	-0.387	-0.097
O	-7.125	5.289	-3.969	-0.559	-0.128	0.024
O	-2.754	0.095	22.253	-0.028	0.124	0.523
O	7.912	2.869	-0.44	-0.073	-0.18	-0.503
O	5.413	-0.007	-0.43	0.055	0.096	-0.508
O	-4.32	-7.647	-6.275	-0.046	0.165	0.116
O	-1.116	-3.618	23.066	-0.265	-0.071	0.373
O	0.311	-1.295	-0.937	-0.63	-0.383	0.014
O	-7.016	5.944	-6.558	-0.3	0.52	0.244
O	7.402	-0.827	22.818	0.208	0.119	0.092
O	-0.062	5.629	-0.213	-0.269	0.062	-0.21
O	-2.734	-5.432	22.161	0.212	0.083	0.504
O	6.53	-1.204	25.273	-0.387	-0.378	-0.406
O	0.609	-6.683	-0.97	-0.096	0.374	0.081
O	-6.273	7.107	22.723	0.617	0.309	0.065
O	-2.836	0.67	-3.614	0.019	0.148	-0.038
O	1.112	2.484	24.657	-0.179	0.104	0.569
O	-4.004	-0.497	-1.491	0.112	0.442	0.062
O	2.949	-3.226	25.904	0.403	0.173	0.057
O	-0.601	-3.978	-1.279	0.062	-0.356	-0.085
O	-4.782	-6.547	23.237	-0.214	-0.585	0.066
O	-5.816	3.747	-5.842	0.208	-0.164	0.336
O	0.603	3.909	22.624	-0.28	0.089	0.218
O	-0.987	4.573	-5.556	0.373	0.301	-0.606
O	4.694	6.975	22.882	0.571	0.167	-0.023
O	-5.017	0.472	25.378	0.41	-0.33	0.085
O	0.809	4.406	-3.67	-0.099	0.412	-0.003
O	-1.257	3.902	24.409	-0.017	-0.326	0.593
O	5.534	-2.615	22.189	0.376	0.229	0.285
O	-4.397	-1.495	-3.858	0.315	-0.358	-0.406
O	-6.687	-1.732	-2.576	0.266	-0.252	0.321
O	7.209	-1.746	-1.354	-0.054	-0.436	-0.124
O	0.631	-1.532	-6.308	0.176	-0.729	0.11
O	3.197	-6.301	-3.071	-0.208	0.05	0.402
O	1.127	-7.287	25.729	-0.65	-0.051	-0.128
O	5.883	-7.866	-4.159	0.344	0.112	-0.415
O	7.971	6.878	24.304	-0.098	-0.327	0.198
O	3.454	4.573	-2.702	0.027	0.311	-0.11
O	-5.851	-6.229	-3.49	0.288	-0.227	-0.105
O	1.127	-7.844	-3.329	-0.295	-0.664	-0.1
O	-1.566	6.202	23.091	0.169	0.228	0.45
O	-5.843	-4.143	23.127	-0.013	0.588	0.196
O	-5.467	0.778	-3.46	0.056	0.241	-0.306
O	-7.279	-0.649	24.792	0.134	-0.513	0.361
O	5.319	0.482	-5.86	-0.454	-0.24	-0.054
O	2.696	5.418	22.069	-0.012	-0.087	0.5
O	-6.297	5.205	24.528	0.277	-0.131	-0.28
O	-7.516	2.471	-3.699	0.257	0.513	-0.221
O	5.896	4.387	-1.374	0.061	-0.065	-0.476
O	-3.405	4.394	22.847	-0.269	0.108	0.148
O	-7.851	3.172	24.524	0.023	-0.304	-0.479
O	3.4	3.192	25.773	-0.35	0.023	0.484
O	2.553	-2.776	-0.415	-0.086	-0.095	-0.342
O	1.779	-6.742	23.151	0.002	0.345	0.05
O	3.462	-3.665	-3.449	0.219	0.333	0.23
O	4.268	5.509	25.025	-0.251	-0.203	-0.008
O	-2.411	-6.739	26.158	-0.211	-0.097	-0.387
O	-3.298	3.903	-6.567	0.218	-0.34	-0.386
O	0.341	-5.368	-3.182	0.461	0.026	-0.187
O	-3.934	4.672	-1.487	-0.19	0.18	-0.16
O	1.191	-3.998	24.179	-0.153	-0.286	-0.061
O	-5.296	3.018	25.308	0.39	0.195	-0.284
O	-3.143	4.64	-4.035	-0.135	-0.365	0.14
O	2.142	-6.689	-5.491	0.09	-0.115	-0.243
O	-6.735	-1.398	-5.218	0.368	0.308	-0.369
O	3.696	-3.906	23.367	0.138	-0.121	0.284
O	1.959	0.093	-2.133	0.305	-0.23	-0.02
O	0.73	-1.706	22.972	-0.046	0.084	0.278
O	5.54	-5.296	-3.47	0.278	0.411	-0.169
O	-0.446	1.182	-1.171	0.089	0.036	-0.476
O	2.115	0.638	-6.098	-0.234	-0.139	-0.094
O	-8.12	8.062	-0.404	0.063	0.078	-0.098
O	-6	7.601	25.27	0.416	0.334	-0.232
O	3.081	-5.716	25.081	0.612	-0.108	0.137
O	-1.619	-3.557	-3.663	-0.033	0.484	-0.083
O	-5.253	-5.659	-0.17	-0.015	-0.092	-0.293
O	-4.141	-4.906	25.236	-0.012	0.282	0.134
O	4.391	6.491	-1.179	-0.025	0.26	-0.363
O	-6.047	-3.638	-4.171	-0.4	-0.387	-0.589
O	1.514	3.844	-1.163	0.113	-0.224	-0.022
O	1.878	-4.077	-5.491	0.149	0.219	-0.231
O	-7.175	7.812	-3.205	-0.186	0.046	0.206
O	-2.536	6.713	-2.575	0.462	-0.142	-0.503
O	-1.396	0.089	-5.77	-0.392	0.107	-0.165
O	2.167	2.371	-3.202	-0.132	-0.225	-0.512
O	-1.807	-2.229	-7.057	0.378	-0.14	-0.083
O	-0.043	8.065	22.161	-0.133	0.161	0.534
O	3.146	7.911	24.722	-0.217	-0.228	0.105
O	2.644	-8.166	-0.271	-0.148	0.338	-0.521
O	-6.801	-7.535	-5.595	-0.225	-0.474	-0.155
O	-0.806	2.259	-4.321	-0.118	-0.045	0.106
O	3.765	2.563	-5.44	0.043	0.609	-0.058
O	7.88	3.873	-5.662	-0.21	-0.012	-0.305
O	-0.59	-2.184	25.158	-0.313	0.474	-0.048
O	5.974	3.452	25.417	0.351	0.153	0.466
O	-1.727	7.763	-0.391	0.041	0.18	0.325
O	7.425	-2.14	-3.981	-0.283	-0.247	-0.081
O	-2.835	6.469	-5.904	-0.038	0.095	0.165
O	-0.836	1.725	23.021	0.212	-0.378	0.334
O	-3.182	5.581	25.104	-0.279	0.043	-0.222
O	-6.524	1.431	-1.341	0.52	-0.054	0.088
O	6.125	2.448	-4.262	-0.182	0.114	0.365
O	6.423	-6.918	-1.668	-0.037	0.263	-0.106
O	6.473	3.429	22.879	-0.647	-0.094	0.039
O	7.908	-6.3	-3.826	-0.008	0.275	0.133
O	-3.524	-3.402	-5.497	-0.309	0.171	0.37
O	-0.365	-0.177	-3.363	0.311	-0.416	0.027
O	-4.924	-1.077	23.239	-0.046	-0.409	0.338
O	6.913	1.183	24.371	-0.371	-0.137	0.25
O	-4.95	6.391	-3.218	0.112	0.406	-0.511
O	6.845	-7.224	23.33	-0.451	0.171	0.117
O	-2.642	-2.601	-0.478	0.18	-0.078	0.004
O	7.817	1.247	-5.844	0.515	-0.328	-0.189
O	5.052	6.603	-5.993	0.23	-0.047	-0.033
O	3.537	1.988	23.404	0.414	0.009	0.112
O	-6.625	-5.649	25.043	-0.167	-0.022	0.065
O	-2.676	-5.721	-4.792	-0.368	-0.441	0.138
O	2.714	-1.656	-4.873	0.545	0.337	0.388
O	5.682	7.715	25.22	-0.022	0.19	0.706
O	-4.009	-4.43	-2.947	0.359	-0.161	0.321
O	-1.782	-7.465	-6.565	0.446	-0.091	-0.229
O	-7.975	-3.523	-6.116	-0.135	-0.515	-0.001
O	1.162	3.072	-5.906	0.022	0.124	-0.489
O	5.44	5.982	-3.493	0.612	-0.085	-0.359
O	-1.357	-7.277	-2.637	-0.178	0.072	-0.246
O	-5.93	-5.249	-6.292	0.183	0.176	0.124
O	7.219	-1.243	-6.479	-0.329	-0.418	-0.502
O	3.419	7.637	-4.255	-0.293	-0.278	-0.049
O	2.699	0.655	25.552	0.34	-0.443	-0.406

Results
total energy: -101652.170 eV
total energy less fixed offsets of O -438.25, Si -107.07 eV per atom: 1.030 eV
